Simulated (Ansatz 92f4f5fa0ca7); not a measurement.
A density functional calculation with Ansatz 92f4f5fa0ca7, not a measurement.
Periodic cell of 213 atoms, Si132O80H1, from a study of silicon, its oxide and their interface. The atomic structure is a simulated model.
Doubt: the cutoff is low for norm-conserving oxygen, so forces and energies are approximate.
Doubt: the program's own warning below bears on the result.

Settings
functional: HSE06
potential files: SPMS norm-conserving
basis: plane waves
wave-function cutoff: 800 eV
density cutoff ratio: 4
exchange-correlation grid ratio: 1
k mesh: 1 x 1 x 1, Gamma-centred
occupations: fixed
spin: none
net charge: +1 e, with a uniform compensating background and no finite-size correction

Cell vectors (angstrom)
a 10.938 0 0
b 0 10.938 0
c 0 0 31.6884

Atoms: element, x, y, z (angstrom)
Si -0.543 0.6011 24.1871
Si 6.169 -0.5229 24.0771
Si 2.3517 3.2059 24.4984
Si 8.6547 2.4113 24.3932
Si 0.5326 4.8593 24.2729
Si 5.1678 5.7193 24.3712
Si 3.3358 7.5164 24.2303
Si 7.7845 8.6248 24.3254
Si 1.3214 1.3532 25.4963
Si 6.8905 1.2911 25.486
Si 4.0841 4.1465 25.7427
Si 9.7053 4.0677 25.6458
Si 1.4461 6.7494 25.4677
Si 6.8416 6.8577 25.5825
Si 4.2216 9.5003 25.279
Si 9.5823 9.6491 25.4605
Si 2.7798 -0.0643 26.7645
Si 8.2243 -0.0189 26.9344
Si 0.0607 2.6807 26.9934
Si 5.5071 2.6775 26.8832
Si 2.7024 5.498 27.0152
Si 8.2386 5.462 26.8872
Si 0.0307 8.202 26.7989
Si 5.4593 8.2258 26.9069
Si 4.1018 1.3673 28.2701
Si 9.5708 1.3673 28.2701
Si 1.3673 4.1018 28.2701
Si 6.8362 4.1018 28.2701
Si 4.1018 6.8362 28.2701
Si 9.5708 6.8362 28.2701
Si 1.3673 9.5708 28.2701
Si 6.8362 9.5708 28.2701
Si 0 0 29.6374
Si 5.469 0 29.6374
Si 2.7345 2.7345 29.6374
Si 8.2035 2.7345 29.6374
Si 0 5.469 29.6374
Si 5.469 5.469 29.6374
Si 2.7345 8.2035 29.6374
Si 8.2035 8.2035 29.6374
Si 1.3673 1.3673 31.0046
Si 6.8362 1.3673 31.0046
Si 4.1018 4.1018 31.0046
Si 9.5708 4.1018 31.0046
Si 1.3673 6.8362 31.0046
Si 6.8362 6.8362 31.0046
Si 4.1018 9.5708 31.0046
Si 9.5708 9.5708 31.0046
Si 2.7345 0 0.6835
Si 8.2035 0 0.6835
Si 0 2.7345 0.6835
Si 5.469 2.7345 0.6835
Si 2.7345 5.469 0.6835
Si 8.2035 5.469 0.6835
Si 0 8.2035 0.6835
Si 5.469 8.2035 0.6835
Si 4.1018 1.3673 2.0507
Si 9.5708 1.3673 2.0507
Si 1.3673 4.1018 2.0507
Si 6.8362 4.1018 2.0507
Si 4.1018 6.8362 2.0507
Si 9.5708 6.8362 2.0507
Si 1.3673 9.5708 2.0507
Si 6.8362 9.5708 2.0507
Si 0 0 3.418
Si 5.469 0 3.418
Si 2.7345 2.7345 3.418
Si 8.2035 2.7345 3.418
Si 0 5.469 3.418
Si 5.469 5.469 3.418
Si 2.7345 8.2035 3.418
Si 8.2035 8.2035 3.418
Si 1.459 1.3182 4.7003
Si 6.8157 1.3749 4.8579
Si 4.0749 4.0952 4.7162
Si 9.4671 4.2263 4.8375
Si 1.3136 6.8619 4.7963
Si 6.8548 6.8199 4.8362
Si 4.126 9.5356 4.8668
Si 9.4617 9.6515 4.7196
Si 2.7126 -0.0362 6.2216
Si 8.1852 0.0299 6.274
Si 0.0137 2.7807 5.8992
Si 5.3381 2.7267 6.1547
Si 2.7921 5.5481 6.1101
Si 8.1215 5.5213 6.4465
Si -0.2103 8.2034 6.0223
Si 5.4913 8.1458 6.2627
Si 3.4857 1.8501 7.4299
Si 10.2818 0.8962 7.0661
Si 1.9189 3.5756 6.9009
Si 6.2585 4.3967 7.5132
Si 4.6181 6.251 7.4626
Si 8.9454 7.5833 7.5112
Si 0.7995 9.9394 7.1801
Si 7.0896 9.2672 7.6066
O 0.769 9.5484 8.8087
O 2.6619 4.2048 9.4789
O 10.6376 1.4923 8.6057
O 6.4282 9.6819 9.0996
O 3.4343 1.758 9.1021
O 4.0861 6.4966 9.0254
O 6.3399 3.66 9.0258
O 9.6157 7.7865 9.0447
O 3.1503 2.8416 23.0792
O 6.2592 10.7367 22.4189
O 8.1213 3.2605 23.0734
O 0.0365 4.9647 22.6667
O 8.1653 8.1898 22.7637
O 2.7151 7.6925 22.6845
O 5.8973 4.8164 23.1532
O 10.8013 11.2033 22.5996
Si 7.0904 0.1727 21.042
Si 7.0918 2.3629 14.8109
Si 6.8686 2.428 9.981
Si 3.2109 3.6734 21.6871
Si -3.1307 7.2187 21.5045
Si -0.5759 9.1226 9.6535
Si 10.0993 11.4022 21.1316
Si 4.1057 3.0422 14.8618
Si 4.8916 -6.2612 18.2688
Si 7.4598 4.2837 12.4679
Si -1.9426 7.8542 16.8165
Si 5.859 10.4591 10.4425
Si 3.5219 -1.6828 12.1797
Si 7.3564 10.4914 13.2605
Si 16.1481 -3.8083 19.8382
Si 14.1394 0.2466 14.4138
Si 7.2023 4.3374 22.2818
Si 0.6002 4.8355 21.1307
Si 3.0405 2.8121 10.2941
Si 11.3944 1.0465 14.9616
Si 9.5823 1.0903 9.7763
Si 15.3972 15.5085 12.2526
Si 5.1395 8.9559 14.6317
Si 11.6213 8.0652 12.2577
Si 10.3201 5.2836 12.8582
Si 9.9108 9.4741 14.3531
Si 5.7117 2.7037 20.0829
Si 8.8902 9.1217 19.6385
Si 2.7797 6.6984 21.3919
Si 9.4608 2.744 16.6652
Si 11.3391 2.335 12.0263
Si -0.0826 2.8156 19.2244
Si 2.9599 5.7746 9.962
Si -0.3564 -5.515 16.0798
Si 5.9664 -3.8787 16.9843
Si 2.1373 3.9184 17.2546
O 19.14 1.7964 9.2965
O 16.9621 5.0662 12.3016
O 9.4365 4.362 16.5376
O 4.2403 -0.7344 15.2032
O 12.6618 3.6436 21.0429
O 1.3093 6.2864 20.7797
O 11.0075 3.8919 12.3594
O -0.4321 4.2606 19.988
O -1.3354 -8.552 18.2451
O 4.3888 9.806 10.8745
O 3.4978 5.2907 21.9059
O 10.9278 1.6027 20.3141
O -4.1498 3.5885 20.9077
O -2.8669 5.6683 21.9095
O 13.7909 10.5243 12.9607
O 3.5269 5.6983 11.5063
O 8.5288 11.816 21.4209
O 10.4718 5.5402 14.4494
O 1.5597 6.5551 9.6946
O 4.2654 3.2007 11.3257
O 11.4956 12.4462 13.4027
O 8.9267 -0.8682 13.1969
O 11.1894 8.6661 13.7127
O 7.0679 1.0643 13.8166
O 5.6352 2.8141 15.3979
O 7.3859 3.0699 11.3817
O 4.2363 2.882 20.742
O 14.915 4.2869 13.7907
O 5.8393 12.0875 10.135
O -4.6938 7.4703 21.0515
O 10.7352 8.8661 11.1824
O 5.2255 -3.1594 15.7311
O 5.29 5.5205 19.6044
O 12.8664 0.5043 15.392
O -2.1803 5.2843 12.3112
O 3.6824 7.4847 20.2819
O 11.1822 6.4815 12.1328
O 8.8261 -3.3215 20.289
O 9.0642 8.5468 15.3552
O -0.6877 6.8136 16.8558
O 6.1514 1.1463 20.1356
O 7.473 -1.0798 20.0507
O 3.0292 3.1848 16.0765
O 5.4819 -5.449 16.9787
O 8.1051 2.085 16.0561
O 10.4042 -0.1977 15.2235
O 6.8323 10.2934 11.7348
O 12.0914 4.9921 16.5183
O 1.2521 2.9571 18.2523
O 10.8049 2.2713 15.8396
O 6.6345 9.4717 14.2951
O 3.2594 -6.2855 18.1844
O 7.5797 7.0616 16.8587
O 5.5727 3.2082 18.52
O 5.5493 7.816 18.3896
O -1.8475 -1.9928 18.0285
O 1.7648 2.2601 11.133
O 10.1164 10.0099 20.2613
O 2.256 -2.6686 11.8638
O 4.4829 8.4307 13.2221
O 9.3339 -0.53 9.6865
O 7.6591 14.561 13.9391
O 3.8005 1.6953 14.0111
O 10.118 1.6298 11.2036
H 0.8272 6.2712 10.2746

Results
free energy: -50808.265 eV
free energy less fixed offsets of H -15.86, O -447.96, Si -113.29 eV per atom: -1.325 eV
gap between the highest filled and lowest empty level on this k mesh: 0.872 eV

The program warned: the cutoff lies below the one the program advises for these potential files; the model core charge is not resolved on the grid; the forces do not sum to zero within the program's tolerance; the exchange-correlation potential is rough where the density is thin.
